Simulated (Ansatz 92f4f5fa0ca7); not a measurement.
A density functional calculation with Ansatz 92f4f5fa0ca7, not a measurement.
Periodic cell of 149 atoms, Si88O55N6, from a study of silicon, its oxide and their interface. The atomic structure is a simulated model.

Settings
functional: r2SCAN
potential files: Ansatz norm-conserving
basis: plane waves
wave-function cutoff: 1300 eV
density cutoff ratio: 4
exchange-correlation grid ratio: 1
k mesh: 2 x 2 x 1, shifted by 0.5 0.5 0.5 of a step
self-consistency stop: 5e-08 eV per atom in the density residual
occupations: Fermi-Dirac, 0.05 eV
spin: none
net charge: 0

Cell vectors (angstrom)
a 10.88 0 0
b 0 10.88 0
c 0 0 20.9377

Atoms and the computed forces on them: element, x, y, z (angstrom), force x, y, z (eV/angstrom)
Si 0.6539 -0.2684 -0.2194 0.1102 -0.1014 1.6192
Si 3.2719 1.9398 0.0437 -1.2334 0.9784 -1.397
Si -0.4223 6.3885 -0.1058 -0.3183 -1.534 -1.019
Si 2.3855 8.7092 -0.162 -0.5005 1.407 -2.4447
Si 4.6209 0.1046 -0.3102 0.4037 -0.9639 -1.0481
Si 8.1016 3.2963 -0.427 2.7973 -1.7492 -0.866
Si 6.0202 5.6249 -0.4951 -1.5072 -2.1382 -0.679
Si 8.7984 7.7976 0.3766 -1.8911 0.9745 0.8963
Si 1.4842 1.2475 1.4952 0.6649 -0.9836 -1.2497
Si 4.0603 3.7821 1.2412 0.0347 0.291 -1.2161
Si 1.4493 7.0231 0.9954 0.1656 -1.5121 0.7573
Si 3.9821 9.4971 1.2568 1.1705 -1.497 0.1574
Si 6.6279 1.1983 1.3686 1.484 0.9525 0.0301
Si 9.6879 4.3137 0.9207 0.6087 0.1711 0.1811
Si 6.9889 6.5703 1.2266 -0.169 2.3208 0.9599
Si 9.6243 9.6106 1.401 1.5244 -0.0823 -0.9309
Si -0.0819 2.6773 2.3872 1.0511 0.9852 1.0651
Si 2.7942 -0.2964 2.7998 0.1962 2.6568 0.2577
Si -0.0249 7.9813 2.6002 1.5791 2.0495 0.629
Si 2.7023 5.3117 2.3418 -0.3405 0.8494 0.4853
Si 5.3802 2.5826 2.7667 0.2753 -0.3053 0.012
Si 8.2268 0.0324 2.5682 -0.2481 0.0714 1.3623
Si 5.4972 7.9814 2.3788 -0.0752 0.3092 0.8977
Si 8.3537 5.4316 2.5639 0.8634 -0.8711 0.5449
Si 1.5331 4.0259 3.9608 -1.489 0.0099 -1.0381
Si 4.2564 1.072 4.2483 -0.3978 -0.3044 -2.1696
Si 1.4373 9.4135 4.0846 -0.9095 -2.1295 -1.1356
Si 4.0704 6.6208 3.8592 -0.2203 1.1246 -1.3815
Si 7.0082 4.0137 3.7308 -1.4955 -0.3045 1.2201
Si 9.7546 1.2301 3.9883 -1.4891 0.7293 -0.2658
Si 6.9851 9.3552 3.8002 -2.0891 0.6248 0.0492
Si 9.661 6.7475 4.127 -0.4161 -0.7392 0.1389
Si 0.0578 -0.339 5.3714 -1.6588 1.6678 1.2221
Si 2.8894 2.5538 5.135 -2.4252 0.1845 1.8486
Si 0.2342 5.3855 5.5688 0.3574 0.5798 -1.4263
Si 2.7779 8.0657 5.2738 -0.7295 -1.8193 -0.6972
Si 5.5168 -0.2411 5.5434 0.8426 -1.1433 0.3501
Si 8.2624 2.7952 5.242 0.0172 -1.4834 -0.0586
Si 5.3367 5.3087 5.1629 2.1396 -0.139 -0.1861
Si 8.0671 8.1166 5.3163 1.2684 -1.3302 1.2114
Si 1.1264 1.3108 6.6398 0.5306 0.8734 -0.4242
Si 4.0556 4.003 6.477 0.2845 0.0635 1.699
Si 1.4627 6.9281 6.9013 1.4949 -0.8319 0.4581
Si 3.7358 9.1604 6.8843 1.7226 1.8894 1.3508
Si 6.9469 1.3083 6.66 0.114 -0.3918 -1.0539
Si 9.5955 4.0769 6.5988 -0.1966 -0.5403 2.4973
Si 6.7081 6.6209 6.6312 -1.1041 0.923 -0.9365
Si 9.4021 9.3513 6.9193 0.1524 0.0001 -0.4906
Si -0.0744 2.7494 8.2039 0.3683 -0.0202 -3.4666
Si 2.2812 0.0122 8.0602 0.1342 -0.6915 0.0656
Si 0.3263 8.4807 8.2875 -0.0965 -0.4843 2.5539
Si 3.2567 5.4619 8.3281 -0.1068 0.688 -0.5638
Si 5.5967 2.7521 7.7717 -0.1096 0.1317 -1.5509
Si 8.0963 -0.0033 8.2144 2.0642 1.5618 -1.5331
Si 5.3423 7.9531 8.1501 -1.6274 -1.3483 -2.0374
Si 6.9686 3.5396 9.3497 -4.4716 3.42 0.8259
Si 1.9354 3.9984 9.846 0.673 1.075 -1.2179
Si 3.4732 1.1762 9.5222 -0.6718 2.7432 -0.1933
Si 0.698 10.3575 9.9051 -1.2983 0.1269 -2.3113
Si 4.6339 6.5807 10.8578 0.0299 0.6017 -0.661
Si 7.5554 5.5793 8.4803 1.0513 -0.2643 -0.3409
Si 9.4057 1.6225 9.5743 -1.6746 -1.3157 0.5156
Si 6.5711 9.6311 9.1413 -1.5315 -1.0522 1.9143
Si 7.2695 7.4569 9.8544 3.1166 1.5432 0.1683
Si -5.9486 -4.3495 13.8535 -1.2949 -2.6277 -0.9009
Si 4.8491 1.1427 13.1164 -1.5301 1.9378 3.2976
Si -3.2098 3.73 14.4211 -0.1389 -3.1927 -0.4663
Si 5.3595 10.413 11.0154 -0.2327 -0.2793 2.0211
Si 6.2913 8.777 13.3303 4.0925 -0.9544 -0.1859
Si 10.5548 0.4184 12.3262 0.7998 1.8644 1.7256
Si -0.1152 6.9243 12.9432 2.5712 -1.7389 1.068
Si -1.8043 -3.104 18.5427 1.1183 0.8527 0.0451
Si 13.3314 0.0426 12.0398 0.8161 0.0023 -0.652
Si 9.3456 9.1028 14.0055 -2.7528 -0.3244 -0.2545
Si 1.8244 8.003 11.2759 -1.0047 0.7876 -3.1634
Si 15.8332 8.6157 15.6681 -4.1467 0.6037 -2.2368
Si -0.9375 13.622 13.6696 -1.7083 0.9769 -1.5926
Si 0.3868 4.6014 11.5305 -1.9378 -2.58 2.62
Si 10.8173 1.9202 16.2686 2.2803 0.983 0.5706
Si 6.2047 2.1664 15.6592 -1.79 -0.5746 -2.2466
Si 5.5185 14.898 12.1415 -0.9776 -0.9272 1.2121
Si 6.2899 6.7931 17.8671 1.1794 -1.2721 -1.2013
Si -2.5233 1.5501 17.8277 -1.2409 -0.9402 -2.1103
Si 5.5489 4.8552 16.1092 3.181 -3.6506 2.0893
Si 1.7869 12.3253 18.4635 0.7171 2.7367 -1.3896
Si 3.5407 9.7845 18.1412 -0.5588 2.1314 1.4106
Si 9.6802 10.1092 16.8168 2.0377 -1.0791 0.1784
Si 10.1584 6.9853 10.8116 -1.6596 0.6433 -2.5369
O 2.953 2.3474 -1.6195 -2.0967 -1.2412 0.8838
O 0.6362 0.6942 19.3385 -0.686 -0.3527 1.0784
O 7.0086 1.3697 16.8299 0.1396 0.699 1.8333
O 4.8845 -0.6097 19.1392 -2.7837 0.0682 -1.3032
O -0.8516 6.6639 19.2093 1.387 -1.4164 0.6202
O -1.9223 9.7861 15.4143 0.0174 -0.753 0.2686
O 4.653 15.5627 20.8919 1.9218 1.6208 -0.5182
O 2.8456 8.6128 19.0831 -0.2702 0.4855 0.9625
O 2.5344 0.2307 17.7436 1.9681 -2.1086 0.8668
O 8.5441 2.4345 -1.8109 -1.4134 0.3111 2.2815
O 6.1306 0.507 -0.0025 1.2857 0.2731 0.3105
O 10.1572 8.6339 17.5569 -2.2034 1.6123 0.1456
O 7.6738 2.3042 21.668 -0.6299 -0.2586 0.2764
O 8.369 8.4725 19.8936 0.3403 -0.0768 -2.8879
O 16.6027 6.9324 -1.5854 0.1745 -1.0144 2.1431
O 2.4314 2.4934 10.0899 1.3322 -1.8478 -0.4215
O 4.7453 1.9544 8.8629 -1.5516 -1.9489 1.661
O 5.0671 3.3312 16.1958 1.0704 -2.3548 -0.3554
N 3.7593 0.2249 10.8925 0.9395 0.5938 -2.1831
O 3.3519 7.7124 10.8654 1.8167 -1.5513 0.447
N 1.5183 9.6965 11.2393 0.4893 -0.0565 0.7743
O 8.1532 2.7352 9.8412 4.583 -3.4058 1.8169
N 4.7161 6.3319 8.9812 -0.6449 0.778 1.8783
N 10.0506 0.4677 10.7301 1.8729 -0.7844 -2.1584
O 11.8478 3.9992 8.4583 0.2706 -0.4699 1.7226
O 3.4775 11.0228 13.2303 1.416 0.5077 1.711
N 4.6512 16.4483 12.3522 -0.2911 0.4272 -1.3939
N 11.5417 7.4494 9.9671 1.3816 1.2987 0.4459
O 8.9074 7.9483 10.175 -0.3734 -2.4487 1.1427
O 5.1918 1.038 14.7332 2.011 2.5207 0.6318
O 6.4216 7.1066 13.7254 -0.3368 1.8205 -0.5505
O 7.903 7.0823 17.6905 -1.1518 -0.0536 0.1902
O -0.9111 7.5764 14.1551 -0.3501 0.7717 0.5853
O 3.8599 9.3366 16.65 1.4199 -0.6833 -1.003
O 6.2207 17.9651 11.0246 -0.5705 -0.0923 -0.0291
O 6.0085 11.4139 12.1896 0.834 0.7474 -1.2983
O 4.5899 2.8024 12.7533 0.0335 -1.8029 -0.005
O 4.6139 5.5668 15.1208 -0.3875 0.0702 -1.1533
O 10.5755 3.1526 12.1847 0.2279 1.6725 -1.1225
O 9.4779 1.2096 13.2724 -0.0177 1.8509 0.0302
O -3.7502 4.757 15.5194 -0.3999 2.3664 0.611
O 1.3044 11.9557 12.4382 -2.9614 -0.9204 -0.1954
O 9.0367 -5.9185 7.9458 -0.3676 0.6009 -0.7718
O -2.1414 -0.0653 17.91 0.0106 1.2139 0.4449
O 5.2501 -1.6806 12.1776 0.4877 -1.1644 -0.6431
O 7.9603 -1.8275 13.096 -1.249 -0.0742 0.3729
O 10.2032 5.3514 10.4932 -0.782 -0.4224 1.3236
O 9.3991 2.3463 16.8916 0.3046 0.0391 -1.2901
O 3.9967 7.6883 14.4108 0.8049 3.3714 1.4651
O 5.8309 3.5898 10.6259 0.8613 1.0434 -0.9881
O 16.576 18.4907 16.5851 1.2428 -1.5855 2.3687
O 0.3829 5.2937 13.1001 -0.8562 1.6853 -1.6884
O 0.2083 13.4915 14.773 0.0125 -0.7357 2.4879
O 1.452 7.4926 12.7207 -0.7388 -0.1464 1.0351
O 0.0384 0.2833 16.3659 -1.1759 -0.7114 0.2316
O 7.1466 4.4169 20.0402 -2.9146 2.9383 -1.034
O 10.3856 -0.8955 13.229 1.8655 -1.4668 -0.9904
O 5.8639 5.1737 17.7082 -0.1802 2.5246 -2.0774
O 1.107 13.4159 17.3074 0.1219 -2.6602 0.957
O 5.9098 9.488 14.7165 -0.3803 -0.1567 1.1883
O 6.8784 3.9596 13.006 0.5028 0.9623 -0.3841

Results
free energy: -37606.877 eV
free energy less fixed offsets of N -289.75, O -463.61, Si -117.95 eV per atom: 9.773 eV
pressure: -0.45 GPa
stress xx, yy, zz, yz, xz, xy (GPa, positive in tension): -0.03, -0.08, 1.46, -0.52, -1.09, -0.67
